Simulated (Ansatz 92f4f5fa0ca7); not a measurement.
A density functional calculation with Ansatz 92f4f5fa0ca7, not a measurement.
Periodic cell of 223 atoms, Si132O90As1, from a study of silicon, its oxide and their interface. The atomic structure is a simulated model.
Doubt: the cutoff is far below the 930 eV that the study's wrapper takes by default for these files, so forces and energies are approximate.

Settings: functional PBE; potential files Ansatz PAW; basis plane waves; wave-function cutoff 580 eV; density cutoff ratio 5; exchange-correlation grid ratio 1; k mesh 1 x 1 x 1, Gamma-centred; self-consistency stop 5e-08 eV per atom in the density residual; occupations fixed; spin none; net charge +1 e, with a uniform compensating background and no finite-size correction.

Cell vectors (angstrom)
a, 10.938, 0, 0
b, 0, 10.938, 0
c, 0, 0, 32.1988

Atoms and the computed forces on them: element, x, y, z (angstrom), force x, y, z (eV/angstrom)
Si, 10.5847, 0.2236, 24.8679, 0.0476, -0.0497, -0.184
Si, 5.7343, 10.6755, 24.746, -0.0326, 0.049, -0.231
Si, 2.4758, 2.9137, 24.6458, 0.032, -0.0425, -0.2233
Si, 8.4262, 2.4579, 24.8276, -0.0542, 0.0467, -0.2328
Si, 0.2715, 5.1628, 24.761, -0.0261, 0.0304, -0.2317
Si, 5.1536, 5.7456, 24.697, 0.0235, -0.0275, -0.2185
Si, 2.9329, 8.0037, 24.5987, -0.0342, 0.0201, -0.2135
Si, 7.9355, 8.4357, 24.7372, 0.0428, -0.0518, -0.216
Si, 1.326, 1.3802, 26.041, 0.001, 0.0198, 0.0109
Si, 6.8418, 1.3084, 26.119, 0.0177, -0.0154, 0.0516
Si, 4.0427, 4.1016, 25.9916, -0.0087, 0.009, 0.0358
Si, 9.6037, 4.0552, 26.0874, 0.0081, 0.0025, 0.0281
Si, 1.3946, 6.8247, 26.001, 0.0165, 0.0123, 0.0376
Si, 6.7672, 6.8504, 26.0299, 0.002, 0.0144, 0.0145
Si, 4.0982, 9.5328, 26, -0.0003, -0.0032, 0.0195
Si, 9.4639, 9.5676, 26.1488, -0.0223, 0.0066, 0.0532
Si, 2.7267, -0.0082, 27.3495, -0.0058, 0.0005, -0.0769
Si, 8.1572, -0.0204, 27.5568, -0.0307, -0.0036, 0.1069
Si, 0.0096, 2.7178, 27.49, 0.0128, 0.0035, 0.0791
Si, 5.4393, 2.7432, 27.3694, -0.002, -0.0068, -0.0704
Si, 2.7284, 5.4665, 27.4315, -0.0013, 0.0104, 0.0186
Si, 8.184, 5.4704, 27.3581, -0.001, -0.0111, -0.0723
Si, -0.0065, 8.1819, 27.3768, 0.0096, -0.0237, -0.0691
Si, 5.4391, 8.2002, 27.4483, -0.0167, -0.0195, 0.0461
Si, 4.0774, 1.3647, 28.7401, 0.0196, 0.0032, 0.0671
Si, 9.5785, 1.3542, 28.857, -0.0306, 0.0004, -0.1322
Si, 1.3676, 4.1133, 28.8232, -0.0155, -0.0606, -0.0906
Si, 6.8258, 4.1037, 28.7376, 0.0101, -0.0124, 0.0698
Si, 4.0991, 6.8181, 28.8103, -0.0071, 0.007, -0.0602
Si, 9.5547, 6.8213, 28.7456, 0.0018, 0.0328, 0.0509
Si, 1.3685, 9.5637, 28.7334, -0.0277, 0.0079, 0.0659
Si, 6.7763, 9.5437, 28.8714, 0.1044, 0.0246, -0.1463
Si, 0.0199, -0.0269, 30.1627, 0.0508, -0.0056, -0.002
Si, 5.4253, 0.0135, 30.1652, -0.0536, 0.0638, 0.0216
Si, 2.7386, 2.7271, 30.1548, -0.0041, 0.0008, 0.0089
Si, 8.1888, 2.7494, 30.1444, -0.0284, 0.0152, 0.0066
Si, -0.0224, 5.4718, 30.1466, -0.0027, 0.0195, 0.0042
Si, 5.4818, 5.4567, 30.1547, 0.0108, -0.0133, 0.0089
Si, 2.7231, 8.2084, 30.1324, 0.0017, 0.0036, -0.0066
Si, 8.2057, 8.1795, 30.1595, -0.0089, -0.0391, 0.0036
Si, 1.3737, 1.3555, 31.5294, -0.005, -0.0214, -0.0081
Si, 6.8219, 1.3804, 31.502, -0.005, 0.0184, -0.038
Si, 4.1125, 4.0919, 31.522, 0.0025, -0.0075, -0.01
Si, 9.5604, 4.1036, 31.5201, 0.006, -0.0041, 0.0154
Si, 1.3558, 6.846, 31.4893, -0.0008, -0.0084, -0.0494
Si, 6.8493, 6.8189, 31.5363, 0.0209, 0.0241, -0.0037
Si, 4.076, 9.5713, 31.5266, 0.0029, -0.0137, 0.0238
Si, 9.5783, 9.5527, 31.5183, -0.0003, 0.0013, -0.0092
Si, 2.7329, -0.0022, 0.7167, -0.0113, 0.0729, -0.007
Si, 8.1969, 0.0069, 0.6515, -0.0112, 0.0279, -0.031
Si, -0.0044, 2.7313, 0.6874, 0.0479, 0.0029, -0.0197
Si, 5.4826, 2.7323, 0.6979, -0.0003, 0.0008, -0.0268
Si, 2.7317, 5.4945, 0.6529, 0.0156, 0.0001, -0.0487
Si, 8.2174, 5.4603, 0.7144, -0.0688, 0.0052, -0.0117
Si, 0.0141, 8.1913, 0.6811, 0.0075, -0.012, -0.0023
Si, 5.4748, 8.2106, 0.6871, -0.0079, -0.0582, -0.0307
Si, 4.1238, 1.3679, 2.0634, 0.0111, -0.0369, -0.033
Si, 9.5321, 1.368, 2.0422, -0.0192, 0.0229, -0.0244
Si, 1.3796, 4.13, 2.0143, -0.0615, -0.0146, -0.0561
Si, 6.8443, 4.0948, 2.0707, 0.029, -0.013, -0.0026
Si, 4.1075, 6.8317, 2.043, 0.0567, 0.0403, -0.0122
Si, 9.6116, 6.8288, 2.0584, 0.0585, -0.0431, -0.0516
Si, 1.3825, 9.5289, 2.0618, 0.0509, -0.0583, -0.0103
Si, 6.8296, 9.6197, 2.0416, -0.0577, 0.0472, -0.0416
Si, 0.0175, 0.0116, 3.3363, 0.1028, 0.0385, 0.0609
Si, 5.4744, 0.0147, 3.4741, -0.0273, 0.01, -0.107
Si, 2.7835, 2.8087, 3.3492, -0.0657, -0.142, 0.1168
Si, 8.1834, 2.7168, 3.4559, 0.0321, 0.0744, -0.0749
Si, 0.0321, 5.4557, 3.4304, -0.0248, 0.0116, -0.0373
Si, 5.4745, 5.4693, 3.4097, 0.02, 0.0367, 0.0071
Si, 2.7995, 8.2112, 3.4492, -0.0937, -0.0338, -0.0847
Si, 8.1835, 8.1989, 3.3264, -0.0636, -0.0241, 0.1538
Si, 1.4061, 1.405, 4.6375, -0.0143, 0.0073, -0.1544
Si, 6.7918, 1.4022, 4.862, 0.0031, -0.0088, -0.0048
Si, 4.1476, 4.0968, 4.8143, 0.0162, 0.0454, -0.0484
Si, 9.5755, 4.0917, 4.7721, -0.0076, -0.0003, -0.0159
Si, 1.4534, 6.7977, 4.7678, 0.0243, 0.0457, -0.0478
Si, 6.8292, 6.8868, 4.7391, 0.0059, 0.0036, -0.0795
Si, 4.1383, 9.5824, 4.8564, 0.0264, 0.027, 0.0394
As, 9.5493, 9.5718, 4.799, -0.0854, 0.0343, -0.4057
Si, 2.7495, 0.121, 6.0652, -0.0384, 0.0304, 0.0721
Si, 8.1209, 0.0295, 6.2275, -0.0138, -0.0486, 0.3347
Si, 0.0332, 2.6807, 6.0285, 0.0065, -0.0926, 0.08
Si, 5.4567, 2.7495, 6.3088, -0.0536, -0.0175, 0.0306
Si, 2.8153, 5.4813, 6.1989, 0.0208, -0.0049, 0.0567
Si, 8.1768, 5.4889, 6.0582, -0.0119, 0.0485, 0.0573
Si, 0.0748, 8.147, 6.0909, 0.0744, -0.1949, 0.364
Si, 5.5331, 8.2222, 6.2252, 0.0859, 0.0016, 0.081
Si, 3.8105, 1.5982, 7.6195, 0.0269, -0.0949, 0.3043
Si, 9.8102, 1.1457, 7.4061, 0.0406, 0.1954, 0.2449
Si, 1.6122, 3.8069, 7.3177, -0.1301, 0.0395, 0.2088
Si, 6.6473, 4.4282, 7.4929, 0.0816, 0.0249, 0.2813
Si, 4.4145, 6.6457, 7.5491, -0.0432, 0.0695, 0.257
Si, 9.3955, 6.9847, 7.3794, -0.0212, -0.1109, 0.1662
Si, 1.1281, 9.8981, 7.2514, 0.1419, 0.1224, 0.2723
Si, 7.1672, 9.262, 7.6396, -0.1838, -0.027, 0.3074
O, 8.4758, 8.2857, 7.7346, -0.0782, -0.1591, 0.0749
O, 2.6776, 2.7454, 8.0061, 0.0649, -0.0091, -0.1579
O, 9.5197, 1.3442, 24.261, -0.0008, 0.0085, 0.1185
O, 4.0508, 6.8605, 24.1314, 0.0002, 0.0061, 0.0973
O, -0.0972, -0.0814, 7.8282, 0.1729, 0.1123, 0.0832
O, 5.5372, 5.5334, 8.0637, -0.0034, -0.0339, -0.1577
O, 6.8453, 9.5668, 24.1984, -0.0003, 0.0016, 0.1122
O, 1.3672, 4.0578, 24.1703, -0.0059, 0.0012, 0.1112
O, 3.8672, 7.4437, 8.9119, 0.0764, -0.0739, -0.2325
O, 0.7087, 4.3977, 8.5469, 0.0691, -0.088, -0.2211
O, 9.7974, 6.2787, 8.826, -0.0455, 0.1039, -0.2556
O, 2.0435, 9.3991, 8.5182, -0.1384, 0.0724, -0.318
O, 7.516, 3.922, 8.8053, -0.0731, 0.0936, -0.2574
O, 4.2618, 0.9239, 9.071, -0.1026, 0.0511, -0.345
O, 6.7764, 9.4881, 9.2206, 0.0557, 0.0193, -0.4843
O, 9.2118, 1.8424, 8.7789, 0.0796, -0.1407, -0.314
O, 7.7086, 3.1486, 23.5239, 0.0948, -0.0754, 0.2154
O, 10.4935, 5.8381, 23.4508, 0.0867, -0.0956, 0.2309
O, 5.0859, 0.4326, 23.4085, 0.0761, -0.1047, 0.2298
O, 5.8617, 5.0885, 23.3653, -0.0814, 0.0971, 0.2246
O, 3.1006, 2.2039, 23.2809, -0.0922, 0.0779, 0.2242
O, 2.3017, 8.7108, 23.2242, 0.0914, -0.0734, 0.2214
O, 8.6185, 7.7503, 23.4016, -0.0937, 0.0777, 0.2097
O, 0.2473, 10.3273, 23.6061, -0.0915, 0.1058, 0.225
Si, 4.387, 1.5683, 22.4764, 0.0004, -0.0141, -0.3577
Si, 3.4911, 7.9242, 14.0374, 0.0135, -0.0176, 0.2494
Si, 7.1188, 0.9549, 14.6701, -0.0268, -0.0085, 0.2074
Si, 0.9464, 9.3491, 22.5296, -0.0187, 0.0292, -0.3612
Si, 1.1766, 4.3038, 11.8733, 0.0509, -0.1073, 0.3457
Si, 6.2672, 8.9603, 15.3251, -0.0065, 0.011, 0.1343
Si, 0.6785, 1.3625, 12.3017, 0.0089, 0.0086, 0.2636
Si, 8.6248, 4.9491, 20.5189, 0.0501, -0.0513, -0.2321
Si, 0.3013, 5.735, 9.3554, 0.0775, -0.0556, 0.4493
Si, 5.0992, 3.1177, 17.9455, 0.0188, 0.0192, 0.0072
Si, 0.8821, 3.7403, 16.7486, 0.0383, 0.0097, 0.0606
Si, 10.3995, 2.8429, 19.2343, 0.0059, -0.0147, -0.0977
Si, 5.2863, 1.1736, 10.3417, -0.0245, 0.0707, 0.4543
Si, 0.8842, 0.1731, 19.8554, -0.041, 0.0611, -0.1952
Si, 6.6589, 9.4375, 10.8606, 0.0445, -0.0563, 0.4972
Si, 9.3374, 9.6741, 18.3321, -0.027, -0.0184, -0.0123
Si, 9.3936, 9.2364, 12.5764, 0.0575, -0.0283, 0.3152
Si, 6.57, 3.8421, 22.5932, 0.0138, -0.0164, -0.3331
Si, 2.4327, 8.0838, 9.375, 0.009, 0, 0.4714
Si, 10.5912, 7.3639, 17.0866, 0.0105, -0.0188, 0.0403
Si, 2.5111, 6.2892, 16.5867, 0.0001, -0.0138, 0.0999
Si, 10.1764, 4.4856, 14.1858, -0.0203, 0.0267, 0.2209
Si, 6.1373, 9.1816, 18.5217, 0.0122, -0.0162, -0.0007
Si, 7.9743, 2.5587, 9.5683, -0.0517, -0.0022, 0.4856
Si, 8.8801, 2.134, 12.4511, 0.0335, -0.0565, 0.3755
Si, 5.3401, 6.2407, 18.0721, -0.0131, 0.0041, -0.0133
Si, 3.9214, 0.554, 19.4752, 0.0228, -0.0255, -0.1976
Si, 4.2759, 3.8265, 12.0514, -0.0253, 0.0658, 0.3185
Si, 5.5436, 6.5909, 12.1483, -0.0202, -0.0638, 0.2909
Si, 8.0126, 2.4991, 17.2245, -0.0087, 0.0215, 0.043
Si, 4.3569, 2.473, 14.9711, 0.0008, -0.0405, 0.1895
Si, 1.5395, 1.2076, 15.2625, 0.0231, -0.0158, 0.1595
Si, 1.5745, 9.409, 12.0484, -0.0684, 0.0761, 0.3649
Si, 8.0506, 6.845, 13.8752, 0.0126, 0.0036, 0.2033
Si, 10.3788, 9.8308, 15.4936, 0.0236, -0.0233, 0.1614
Si, 9.8065, 7.0096, 22.5606, -0.0133, -0.0047, -0.3323
Si, 8.1116, 5.4801, 17.4166, -0.0119, 0.0102, -0.0293
O, 6.0515, 7.9446, 11.2989, 0.0468, 0.134, -0.1893
O, 6.0193, 9.2015, 16.9038, 0.0025, -0.0014, -0.0666
O, 7.68, 1.358, 13.1987, 0.0508, 0.0398, -0.1754
O, 0.8994, 1.747, 13.8703, -0.0351, 0.004, -0.1846
O, 9.4329, 6.2481, 16.8892, -0.003, -0.0012, -0.0145
O, 6.7581, 6.1932, 13.1512, -0.068, 0.0066, -0.1334
O, 5.1319, 4.6552, 18.6129, 0.0026, -0.0114, 0.0109
O, 9.2256, 2.151, 18.2829, 0.0092, 0.0032, 0.0151
O, 2.3654, 0.0932, 19.0882, -0.0099, -0.0019, 0.0527
O, 9.4087, 10.2273, 16.7717, 0.0115, 0.0046, -0.0465
O, 2.7867, 4.421, 11.7043, -0.0211, 0.0111, -0.1113
O, 5.0641, 10.3187, 19.1128, -0.0248, 0.0279, 0.0351
O, 9.4234, 3.239, 13.4869, -0.0313, -0.0606, -0.1368
O, 0.4556, 1.7624, 19.964, 0.0143, -0.0179, 0.0496
O, 3.1546, 1.3504, 15.0713, 0.0033, 0.0095, -0.0539
O, 8.1658, 5.3743, 19.0302, 0.0102, -0.0095, 0.0986
O, 3.8942, 6.5944, 17.3971, -0.0096, 0.0002, -0.0235
O, 4.5713, 3.2774, 16.3902, -0.0139, -0.0158, -0.073
O, 9.0627, 5.6607, 14.3211, -0.0023, 0.0045, -0.0693
O, 5.4493, 2.7561, 22.1438, 0.0052, 0.0109, 0.1089
O, 10.6769, 4.1382, 15.6806, -0.0349, 0.0124, -0.1109
O, 0.3352, 3.8631, 18.2826, -0.0082, -0.0057, 0.0074
O, 10.4246, 10.512, 19.2241, 0.0391, 0.0102, 0.0457
O, 9.6408, 10.0161, 14.035, -0.0371, -0.015, -0.1795
O, 10.9041, 8.1193, 22.1, 0.0026, -0.0033, 0.1108
O, 1.1938, 2.1573, 16.5349, 0.0016, -0.0207, -0.0445
O, 9.7317, 3.7471, 20.4226, -0.0353, 0.0434, 0.0787
O, 8.1366, 4.0281, 16.6894, 0.0052, -0.003, -0.0136
O, -0.0371, 9.0944, 11.9154, 0.0474, -0.0138, -0.1194
O, 6.5827, 2.4117, 18.0091, -0.0004, -0.0036, -0.005
O, 5.594, 10.698, 11.1681, -0.0125, 0.0403, -0.1528
O, 7.7482, 9.5893, 18.8511, 0.0031, 0.0028, 0.0079
O, 10.0308, 1.0121, 12.07, -0.0205, 0.0029, -0.1043
O, 1.3469, 6.9308, 9.0614, -0.0286, 0.0034, -0.1937
O, 0.6199, 4.7656, 13.3418, 0.0629, -0.0007, -0.1789
O, 5.7058, 7.6189, 18.9881, 0.0037, 0.0061, 0.0124
O, 5.2363, 5.0754, 11.5295, 0.0042, -0.0214, -0.1191
O, 2.7126, 6.9832, 15.1253, 0.028, 0.0477, -0.1213
O, 0.9039, 2.7375, 11.4656, 0, 0.0461, -0.1293
O, 0.8574, 10.6819, 15.5517, 0.0009, 0.0096, -0.0521
O, 2.4087, 8.5852, 10.9148, 0.057, -0.0958, -0.3404
O, 4.7082, 2.4194, 11.2744, 0.0668, -0.1562, -0.213
O, 4.2425, 3.4977, 13.6811, 0.0017, 0.0565, -0.2129
O, 2.1978, 4.6808, 16.4944, -0.0066, -0.0085, -0.0274
O, 10.7052, 8.2446, 15.7068, -0.0062, 0.027, -0.0582
O, 6.9265, 10.288, 14.6759, 0.0154, 0.0185, -0.067
O, 2.3469, 8.9492, 13.4296, -0.0568, 0.0391, -0.1643
O, 8.0344, 1.5192, 15.9125, -0.0111, -0.0286, -0.0876
O, 4.1276, 6.9874, 12.8641, 0.057, -0.0362, -0.1464
O, 4.1762, 2.0064, 18.7298, -0.0127, -0.0251, 0.0411
O, 7.2892, 4.4151, 21.2662, -0.0794, -0.0416, 0.1698
O, 8.4146, 2.9034, 11.0949, -0.062, 0.0317, -0.3359
O, 1.1816, 6.8632, 17.3703, 0.0012, 0.003, -0.0203
O, 5.655, 1.5743, 14.7637, 0.0142, -0.0007, -0.0649
O, 8.1358, 9.747, 11.5936, -0.1378, 0.0083, -0.1992
O, 9.2043, 6.2838, 21.2423, 0.043, 0.0836, 0.167
O, 8.9593, 7.7056, 12.8606, 0.0201, 0.0543, -0.1238
O, 1.6543, 0.1157, 11.8848, 0.0232, -0.0338, -0.1066
O, 6.6469, 6.1447, 17.0696, 0.0131, -0.0006, -0.0087
O, 7.4001, 7.7993, 15.047, 0.0257, -0.0366, -0.0824
O, 1.2091, 10.2932, 21.2341, 0.0065, -0.0932, 0.2133
O, 10.0293, 8.1955, 18.364, 0.0014, 0.006, 0.0046
O, 3.9484, 0.849, 21.0876, 0.0253, 0.0551, 0.2319
O, 0.3341, 5.3231, 10.9149, -0.0746, 0.1168, -0.2964
O, 6.6998, 1.559, 9.6216, 0.0554, 0.019, -0.1882
O, 4.7796, 8.699, 14.6894, -0.0388, -0.018, -0.0813

Results
free energy: -139961.324 eV
free energy less fixed offsets of As -4856.12, O -568.88, Si -635.61 eV per atom: -5.484 eV

The program warned: the cutoff lies below the one the program advises for these potential files; the exchange-correlation potential is rough where the density is thin.
